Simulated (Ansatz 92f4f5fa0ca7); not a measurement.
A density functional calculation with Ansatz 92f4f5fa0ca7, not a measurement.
Periodic cell of 284 atoms, Si144O100H32N8, with a vacuum gap, from a study of silicon, its oxide and their interface. The atomic structure is a simulated model.

Settings: functional r2SCAN; potential files Ansatz PAW; basis plane waves; wave-function cutoff 800 eV; density cutoff ratio 5; exchange-correlation grid ratio 1; k mesh 1 x 1 x 1, shifted by 0.5 0.5 0 of a step; self-consistency stop 1e-11 eV per atom in the density residual; occupations fixed; spin none; net charge 0; applied field sawtooth along c, amplitude -0.015 V/angstrom in the program's sign convention, ramp centred at 0.9895 of c and 0.0210 of c wide, no dipole correction.

Cell vectors (angstrom)
a, 10.887, 0, 0
b, 0, 10.887, 0
c, 0, 0, 47.6986

Atoms: element, x, y, z (angstrom)
Si, -0.5812, 0.4624, 34.0142
Si, 2.2701, 2.8612, 34.2393
Si, 0.1371, 5.1855, 34.1321
Si, 2.8009, 7.9409, 33.3715
Si, 5.6952, -0.2057, 33.7821
Si, 8.1657, 2.6744, 34.4255
Si, 5.9439, 4.8418, 34.2104
Si, 7.7969, 8.3909, 34.2115
Si, 1.12, 1.3114, 35.4621
Si, 4.0805, 3.9341, 35.3683
Si, 1.4302, 6.8423, 35.1176
Si, 4.0535, 9.3966, 34.9526
Si, 6.6924, 1.2315, 35.4341
Si, 9.5407, 4.1081, 35.5882
Si, 6.7656, 6.6966, 35.4561
Si, 9.3995, 9.6188, 35.3667
Si, -0.0416, 2.7124, 36.9123
Si, 2.6798, -0.1336, 36.5003
Si, 0.0148, 8.1859, 36.5405
Si, 2.7515, 5.4769, 36.6065
Si, 5.3646, 2.6036, 36.7834
Si, 8.0876, -0.0221, 36.8295
Si, 5.3225, 8.1368, 36.6144
Si, 8.1705, 5.477, 36.8569
Si, 1.4123, 4.1204, 38.0594
Si, 3.9946, 1.2226, 38.0261
Si, 1.3482, 9.4892, 37.9707
Si, 4.0336, 6.8102, 38.0462
Si, 6.7606, 4.0403, 38.0859
Si, 9.4478, 1.3493, 38.1742
Si, 6.7214, 9.4489, 38.0548
Si, 9.5982, 6.8552, 38.0541
Si, 0.0099, -0.0286, 39.3908
Si, 2.7322, 2.696, 39.3872
Si, 0.0382, 5.4656, 39.4207
Si, 2.6765, 8.1594, 39.3969
Si, 5.3984, -0.0536, 39.4218
Si, 8.115, 2.7262, 39.4893
Si, 5.4211, 5.4475, 39.4028
Si, 8.1739, 8.1652, 39.3949
Si, 1.3527, 1.3637, 40.7433
Si, 4.0915, 4.0608, 40.7641
Si, 1.374, 6.8098, 40.7987
Si, 4.0441, 9.4979, 40.7738
Si, 6.7602, 1.3391, 40.795
Si, 9.5405, 4.0948, 40.7665
Si, 6.8346, 6.7863, 40.7453
Si, 9.5231, 9.5313, 40.7621
Si, 0.0188, 2.7288, 6.9243
Si, 2.7244, 0.0313, 6.9201
Si, -0.0048, 8.1744, 6.928
Si, 2.7528, 5.4394, 6.9414
Si, 5.4494, 2.7334, 6.9628
Si, 8.1871, 0.0232, 6.9388
Si, 5.4645, 8.1579, 6.8922
Si, 8.1897, 5.443, 6.9323
Si, 1.385, 4.0803, 8.2909
Si, 4.0808, 1.3846, 8.309
Si, 1.3546, 9.5637, 8.2524
Si, 4.168, 6.7823, 8.2809
Si, 6.8398, 4.0938, 8.3064
Si, 9.5506, 1.3985, 8.3106
Si, 6.7986, 9.546, 8.2488
Si, 9.5556, 6.7933, 8.2843
Si, 0.0343, 0.031, 9.6591
Si, 2.7585, 2.769, 9.683
Si, 0.0425, 5.4414, 9.6576
Si, 2.7896, 8.2154, 9.5177
Si, 5.488, 0.0483, 9.6421
Si, 8.2132, 2.78, 9.6854
Si, 5.5197, 5.4432, 9.7135
Si, 8.1393, 8.1485, 9.5597
Si, 1.4134, 1.4076, 11.0309
Si, 4.1545, 4.0954, 11.0877
Si, 1.5151, 6.8288, 10.861
Si, 4.1136, 9.5399, 10.9282
Si, 6.8343, 1.4331, 11.0269
Si, 9.5472, 4.1505, 11.0888
Si, 6.8913, 6.8424, 11.0547
Si, 9.4703, 9.5066, 10.869
Si, 0.036, 2.7644, 12.4041
Si, 2.8962, 0.0765, 12.3361
Si, 0.0613, 8.1619, 12.058
Si, 2.855, 5.5906, 12.3701
Si, 5.5451, 2.7809, 12.5201
Si, 8.1562, -0.033, 12.2848
Si, 5.4426, 8.1996, 12.3122
Si, 8.2572, 5.5683, 12.5409
Si, 1.3298, 4.3414, 13.5677
Si, 4.4215, 1.1561, 13.8347
Si, 1.1838, 9.7703, 13.2868
Si, 4.4318, 6.7114, 13.8356
Si, 6.6672, 4.4192, 13.8659
Si, 9.7529, 1.0714, 13.556
Si, 6.5656, 9.7382, 13.6278
Si, 10.0896, 6.6404, 13.6411
Si, 0.4376, -3.6672, 19.6312
Si, -3.6429, 19.7119, 16.4573
Si, 10.4976, -5.3473, 21.7042
Si, 0.5771, 11.6891, 22.5448
Si, 0.1888, -2.3007, 15.6609
Si, 4.5132, 4.7718, 17.8528
Si, -3.843, 16.7782, 25.7037
Si, 7.5813, 11.7789, 25.7522
Si, 1.3963, 2.2015, 27.5613
Si, 7.4488, 4.024, 16.8602
Si, -6.8738, 4.1328, 27.4144
Si, 11.5894, -9.5556, 17.7397
Si, -3.7478, 7.3198, 20.3636
Si, -2.0613, -4.3779, 17.9775
Si, 24.0429, -4.4565, 21.5363
Si, -9.0857, -1.6496, 18.0091
Si, -6.358, 11.1901, 21.4934
Si, -0.0552, -8.078, 20.227
Si, 6.055, 2.8496, 22.1884
Si, 15.1804, 7.759, 16.8211
Si, -3.5301, -11.4002, 20.5062
Si, 2.6439, 2.7396, 31.4203
Si, -5.8673, -5.5023, 20.7714
Si, 8.4033, 0.8852, 22.9724
Si, -1.7058, 11.0422, 16.3152
Si, 2.759, -8.0441, 15.9563
Si, -7.7162, 0.4336, 24.2014
Si, 7.9556, 23.5403, 29.6443
Si, 12.8353, -1.476, 21.0304
Si, 12.6621, 10.3148, 28.9966
Si, 7.5053, 5.5032, 22.5704
Si, 8.3657, 10.1399, 28.1358
Si, 10.6902, 3.0257, 29.9032
Si, 8.9124, 5.4449, 29.6803
Si, 10.8872, 9.5149, 26.8628
Si, -2.2684, 12.5435, 18.636
Si, 5.2449, 11.9896, 30.8011
Si, 6.0436, 3.9323, 29.8235
Si, 2.9969, 9.4176, 26.5235
Si, 20.5244, 7.0397, 32.0699
Si, 0.675, 9.5548, 31.766
Si, -6.3683, 17.9471, 27.2998
Si, -5.8868, 24.3606, 25.1329
Si, 6.7924, 3.212, 27.2266
Si, 15.0384, 5.454, 31.7753
Si, 10.4574, 1.0061, 25.256
Si, 4.5232, 20.5433, 28.8402
Si, 30.7204, 7.3891, 27.331
O, -3.775, 3.7661, 33.7102
O, -1.6778, 1.6474, 33.6037
O, -3.3817, 4.6568, 29.7781
O, 15.1571, 0.071, 23.0747
O, 1.194, 4.001, 33.7439
O, -1.4894, 2.118, 30.3197
O, 14.0003, 20.5442, 29.6333
O, 3.3975, 6.8637, 32.2161
O, 5.3696, 0.4957, 32.3222
O, 19.7806, 6.664, 30.7105
O, 20.8456, -0.5123, 27.8971
O, 10.6874, 8.2115, 31.7778
O, -2.6874, 6.9797, 25.9671
O, 5.3455, 5.4132, 32.8356
O, 10.8817, 10.749, 32.6132
O, 6.7853, 9.4801, 33.5051
O, 2.2027, 3.8872, 14.863
O, 0.1664, 5.3819, 14.0354
O, 10.1073, -3.4542, 15.0795
O, 5.5197, -0.0138, 14.2526
O, 1.4336, 8.9542, 14.6856
O, 7.1904, 8.7937, 14.8279
O, 8.1698, -2.3599, 28.2264
O, 16.2534, -0.1652, 29.7353
O, -18.3036, 7.8818, 26.3839
O, 7.6378, 11.427, 19.3079
O, 9.0797, 1.1896, 15.0574
N, 5.4516, 3.6344, 28.2327
O, 3.7637, 12.6745, 15.2067
O, 1.4393, 12.9498, 16.489
O, -0.7464, -1.0327, 15.8842
O, 8.29, -3.1172, 17.1029
O, 11.7921, 8.2891, 17.0518
O, -7.5684, 8.836, 17.5628
O, 16.4712, -4.0506, 20.2517
O, 0.7557, 10.0987, 30.2382
O, 0.1534, 10.9709, 13.6858
O, 0.8562, 13.2926, 18.9491
O, -2.9332, -4.5068, 19.3335
O, 4.0163, -3.3829, 15.2212
O, 5.8168, -11.3981, 20.9917
O, 11.6957, -0.6647, 21.8739
O, 3.6962, 5.6802, 21.6984
O, -3.5687, 3.8072, 15.2481
O, 5.5093, 5.5311, 14.2773
O, 5.7235, 6.5811, 26.3387
O, 2.7937, 10.0036, 25.0435
O, 4.5083, 4.5509, 19.4667
O, 15.0615, -0.6643, 27.3416
O, -1.5884, -8.4661, 19.8796
O, -11.4402, -3.9043, 20.9282
O, -7.6914, -0.3882, 20.7832
N, -15.4819, 4.5158, 21.6639
O, 7.5481, 13.0802, 22.4201
O, 21.663, 4.3562, 20.6239
O, 16.6644, -2.4713, 17.0121
O, 15.8692, -2.7978, 28.5342
N, -11.8965, -9.8972, 17.6422
O, 11.6957, 12.6426, 26.0795
O, 7.3908, 4.5309, 26.5038
O, 1.5527, -0.0529, 17.8765
O, -0.5339, 5.7581, 32.7534
O, 6.0323, -6.3011, 17.3556
O, 9.076, 12.4222, 25.9155
O, 1.7423, 17.1627, 19.9797
O, 14.4353, 3.6799, 17.1122
O, 8.3694, 10.7078, 21.7412
O, 1.0694, 5.7535, 22.4613
O, 5.0251, 1.8858, 21.3006
O, 7.478, 10.5913, 26.8489
O, -2.985, 13.3832, 28.1787
N, 1.5671, -1.3629, 27.4752
O, -6.4229, 3.9405, 25.8541
O, -5.5694, -7.9477, 23.6149
O, -2.268, -5.7658, 17.1579
O, -6.7831, 6.3064, 17.5199
O, -14.0138, 10.3561, 16.7574
N, -11.7028, 11.9572, 23.5264
O, -3.3479, -2.0442, 20.0024
O, 3.7561, -5.1863, 27.7862
O, 11.4512, 12.8286, 21.4207
O, 12.0506, 13.5949, 30.7511
O, 3.0203, 4.2997, 31.7153
O, -0.1594, 10.2884, 25.4494
O, -3.4091, 17.8729, 21.9127
O, 3.8253, 1.9329, 30.6189
O, 7.0112, 5.5639, 24.1153
O, 12.7657, 0.9791, 28.5278
O, 2.0722, 20.0078, 32.4872
O, 11.0293, 13.7476, 28.3326
O, -3.3601, 22.0917, 24.2314
O, 5.004, 5.0402, 30.4309
N, 6.4733, 2.2885, 30.44
O, 12.7346, 11.9429, 23.5212
N, 12.1132, -2.0915, 19.5654
O, -1.7472, 16.9503, 28.2133
O, 13.5284, 14.1497, 27.573
O, 7.7609, 2.6472, 17.6677
O, -7.0768, 12.3878, 25.2159
O, -0.5387, -2.8855, 26.8159
O, 9.1262, 5.1332, 22.508
O, 8.4733, 7.5763, 33.0069
O, 10.1879, 4.5451, 30.0869
N, -4.4979, 2.0832, 26.0002
O, -8.4759, -2.8366, 21.8308
O, 18.8625, 11.0323, 29.4247
O, 13.5327, 2.0319, 32.8743
O, 21.2714, 6.7175, 18.3982
H, 2.1863, 0.5539, 41.6757
H, 0.5404, 2.1949, 41.6757
H, 4.9226, 3.2484, 41.6965
H, 3.2818, 4.8946, 41.6965
H, 0.548, 7.6274, 41.7311
H, 2.1983, 5.9905, 41.7311
H, 4.8895, 8.7004, 41.7062
H, 3.253, 10.3493, 41.7062
H, 5.9642, 2.1858, 41.7275
H, 7.6146, 0.5512, 41.7275
H, 10.3621, 3.2728, 41.6989
H, 8.7179, 4.9158, 41.6989
H, 6.0133, 7.6085, 41.6778
H, 7.66, 5.9681, 41.6778
H, 10.3456, 8.7101, 41.6945
H, 8.7144, 10.3659, 41.6945
H, 0.831, 1.8976, 5.9919
H, -0.8028, 3.5509, 5.9919
H, 3.5154, -0.8201, 5.9876
H, 1.8907, 0.8411, 5.9876
H, 0.8213, 7.3569, 5.9956
H, -0.8273, 8.9956, 5.9956
H, 3.5625, 4.6056, 6.009
H, 1.9285, 6.2587, 6.009
H, 6.2455, 1.8866, 6.0304
H, 4.6184, 3.5458, 6.0304
H, 7.3327, 0.8111, 6.0064
H, 8.9958, -0.8115, 6.0064
H, 4.6191, 8.9554, 5.9598
H, 6.2859, 7.3356, 5.9598
H, 9.0123, 4.622, 5.9998
H, 7.3643, 6.2612, 5.9998

Results
free energy: -152737.103 eV
free energy less fixed offsets of H -15.71, N -386.36, O -570.45, Si -639.56 eV per atom: -1.863 eV

Forces (eV/angstrom), in the order of the atoms: element, x, y, z
Si, 0.0063, -0.0001, -0.019
Si, 0.0044, -0.0048, -0.0243
Si, -0.0102, -0.0038, -0.0153
Si, -0.0064, 0.0063, -0.0224
Si, 0.0034, 0.0122, -0.0236
Si, 0.0025, 0.0015, -0.0091
Si, -0.0065, 0.0053, -0.0201
Si, 0.0026, -0.008, -0.0181
Si, -0.0081, 0.0054, -0.0114
Si, -0.0029, -0.0017, -0.0147
Si, -0.0008, -0.0076, -0.0121
Si, 0.0028, -0.0018, -0.0096
Si, 0.0042, 0.0008, -0.012
Si, 0.0021, -0.0038, -0.0176
Si, -0.0005, -0.0041, -0.0138
Si, -0.0082, 0.0051, -0.0102
Si, -0.0122, 0.0011, 0.0017
Si, 0.0056, 0.01, 0.005
Si, -0.0072, -0.009, 0.0089
Si, 0.0021, -0.0044, -0.0002
Si, 0.0093, 0.0059, 0.0083
Si, 0.0022, 0.0135, 0.0087
Si, 0.0052, -0.0022, 0.0005
Si, 0.0039, -0.0092, 0.0141
Si, -0.0111, -0.0057, 0.0183
Si, 0.0108, 0.0077, 0.01
Si, -0.0058, 0.0107, 0.0402
Si, -0.0006, -0.019, 0.0121
Si, -0.0024, -0.0118, 0.0155
Si, -0.0002, 0.0051, 0.0109
Si, -0.0008, -0.0024, 0.0195
Si, -0.0127, -0.0238, 0.0158
Si, -0.0102, 0.0112, 0.1732
Si, 0.0054, 0.0032, 0.1696
Si, -0.0095, -0.0024, 0.1807
Si, 0.0259, -0.0151, 0.2011
Si, -0.0054, 0.0122, 0.1928
Si, -0.0041, 0.0124, 0.1805
Si, -0.0014, 0.0099, 0.1654
Si, 0.0058, 0.0087, 0.1804
Si, 0.0027, -0.0085, 0.2687
Si, 0.0275, 0.0001, 0.1982
Si, -0.1017, -0.008, 0.3572
Si, 0.0613, 0.025, 0.3536
Si, -0.0489, 0.0238, 0.3064
Si, -0.0824, 0.0463, 0.3122
Si, -0.0741, -0.0512, 0.2613
Si, 0.0302, -0.0241, 0.2649
Si, 0.0537, 0.006, -0.2518
Si, -0.0318, 0.0039, -0.3102
Si, 0.0764, 0.0223, -0.3874
Si, 0.0263, 0.0315, -0.2459
Si, 0.0457, -0.014, -0.2824
Si, -0.0259, -0.01, -0.2587
Si, 0.0088, 0.0383, -0.3733
Si, 0.0437, -0.0683, -0.3367
Si, -0.0001, -0.0072, -0.1812
Si, 0.0253, -0.0191, -0.1753
Si, 0.0333, -0.031, -0.1754
Si, -0.0503, 0.0328, -0.1887
Si, -0.0136, 0.0074, -0.1745
Si, 0.0035, -0.0124, -0.1791
Si, -0.0096, 0.0193, -0.1802
Si, 0.0129, -0.0318, -0.1865
Si, 0.0091, -0.0033, -0.0152
Si, -0.0004, 0.0095, -0.0189
Si, 0.0137, 0.0206, -0.0172
Si, 0.0031, 0.0081, -0.0031
Si, -0.0114, -0.0219, -0.0133
Si, -0.0041, -0.0028, -0.0171
Si, 0.0116, 0.0076, -0.0301
Si, 0.0016, 0.0167, -0.0148
Si, 0.0061, -0.0079, -0.0076
Si, -0.011, -0.0012, -0.0076
Si, 0.0003, 0.0099, -0.0054
Si, -0.0087, -0.0012, -0.004
Si, 0.0052, -0.0019, -0.0075
Si, 0.0044, -0.0025, -0.0096
Si, -0.0004, 0.0075, -0.0093
Si, 0.0104, -0.0087, -0.0077
Si, 0.0007, 0.0028, 0.0112
Si, 0.0028, -0.0018, 0.0206
Si, 0.0028, 0.0043, 0.0216
Si, -0.0104, 0.0001, 0.0144
Si, 0.0047, 0.0005, 0.0176
Si, 0.0017, 0.0009, 0.0102
Si, 0.0019, 0.0069, 0.0146
Si, 0.0038, 0.0003, 0.0146
Si, -0.0016, 0.0047, -0.0211
Si, -0.0043, -0.0044, -0.0338
Si, 0.0026, 0.0006, -0.0175
Si, 0.003, -0.0052, -0.0377
Si, -0.0081, 0.0025, -0.0331
Si, 0.0079, -0.0049, -0.0303
Si, -0.0033, -0.0017, -0.0349
Si, 0.0048, 0.0021, -0.0323
Si, -0.0051, 0.0051, -0.0442
Si, -0.0031, 0.0062, -0.0628
Si, 0.0065, 0.0055, -0.0377
Si, 0.0024, -0.001, -0.0554
Si, 0.0038, -0.0036, -0.0499
Si, -0.0038, 0.0016, -0.0477
Si, 0, -0.0071, -0.0548
Si, 0.0043, 0.0071, -0.0603
Si, 0.0018, -0.003, -0.0506
Si, -0.0025, 0.0013, -0.0529
Si, -0.0027, -0.0009, -0.0404
Si, 0.0031, -0.0018, -0.0451
Si, 0.004, -0.0017, -0.047
Si, -0.0035, 0.0031, -0.0462
Si, -0.0016, 0.0022, -0.0354
Si, 0.0035, -0.0019, -0.0521
Si, 0.0006, -0.0074, -0.0442
Si, -0.0032, -0.0034, -0.0464
Si, 0.0034, 0.0061, -0.0472
Si, 0.0035, -0.0014, -0.0467
Si, 0.002, -0.0008, -0.0472
Si, -0.0065, -0.0046, -0.048
Si, -0.0096, 0.0022, -0.0496
Si, -0.0019, 0.0003, -0.0528
Si, 0, -0.0019, -0.0435
Si, 0.0059, -0.0017, -0.0509
Si, 0.0018, 0.0059, -0.057
Si, 0.0015, -0.0033, -0.0442
Si, -0.0031, -0.0119, -0.045
Si, 0.0076, 0.002, -0.059
Si, 0.0077, 0.0042, -0.0563
Si, -0.0001, -0.0039, -0.0417
Si, -0.0081, -0.0031, -0.0448
Si, -0.0007, -0.0068, -0.0524
Si, -0.0049, 0.0059, -0.0424
Si, 0.008, 0.0023, -0.0439
Si, 0.0061, 0.0061, -0.0592
Si, 0.0041, -0.007, -0.0478
Si, -0.0044, 0.0035, -0.0459
Si, -0.0038, -0.001, -0.0465
Si, -0.0037, 0.0025, -0.0618
Si, 0.0013, -0.0026, -0.0388
Si, -0.0046, -0.0083, -0.0489
Si, -0.0034, -0.0012, -0.052
Si, 0.0135, -0.0266, -0.0437
Si, -0.0109, 0.0018, -0.0619
Si, -0.0046, -0.011, -0.0471
Si, -0.0031, 0.004, -0.0446
O, -0.0034, -0.0014, 0.0165
O, 0.002, -0.0064, 0.0134
O, 0.0018, 0.0015, 0.0166
O, -0.0091, 0.0027, 0.0357
O, 0.0009, 0.003, 0.0124
O, 0.0029, 0.004, 0.0194
O, -0.0034, -0.0004, 0.0161
O, -0.0117, 0.0214, 0.0323
O, 0.0001, -0.019, 0.058
O, 0.0053, 0.0104, 0.039
O, -0.0057, 0.0013, 0.0189
O, 0.0029, -0.0016, 0.0119
O, 0.0072, 0.0043, 0.0223
O, 0.0094, -0.0014, 0.0272
O, -0.01, 0.0101, 0.0341
O, 0.0004, -0.004, 0.0166
O, 0.0068, -0.0106, 0.0278
O, 0.0009, 0.0027, 0.02
O, 0.0026, 0.0064, 0.0231
O, 0.0021, 0.001, 0.0086
O, -0.0023, -0.0046, 0.0308
O, 0.0076, -0.0037, 0.0287
O, -0.0026, 0.0005, 0.0188
O, 0.0039, 0.0169, 0.0336
O, -0.0006, -0.0015, 0.0179
O, -0.0094, -0.0115, 0.0262
O, -0.0009, -0.0033, 0.0319
N, 0.0025, 0.0014, 0.0371
O, -0.008, 0.009, 0.0224
O, -0.0126, -0.0084, 0.0249
O, -0.0036, 0.0062, 0.0181
O, 0.0069, -0.0125, 0.0186
O, 0.0079, 0.0011, 0.0317
O, -0.0075, 0.0041, 0.0201
O, 0, -0.0012, 0.0133
O, -0.0095, -0.0101, 0.0458
O, -0.0071, 0.0005, 0.0052
O, -0.0029, 0.0092, 0.0338
O, -0.0116, 0.0052, 0.0323
O, 0.0001, 0.0064, 0.0329
O, -0.0097, 0.006, 0.0116
O, -0.007, 0.0161, 0.0232
O, -0.0032, 0.0001, 0.0111
O, 0.0071, -0.003, 0.0309
O, 0.0055, -0.0015, 0.0196
O, -0.0112, 0.0053, 0.0188
O, -0.0017, -0.0141, 0.0372
O, 0.0081, 0.0002, 0.0415
O, 0.0071, -0.0001, 0.0306
O, 0.0076, 0.0055, 0.0192
O, -0.0035, -0.0064, 0.0194
O, 0.0057, 0.0087, 0.0132
N, 0.0069, -0.0075, 0.0181
O, 0.0029, -0.0047, 0.017
O, -0.0003, 0.0067, 0.019
O, -0.0007, -0.0004, 0.0148
O, 0.0007, 0.0085, 0.0218
N, 0.0001, 0.0081, 0.0334
O, 0.0096, 0.0071, 0.0338
O, -0.0024, -0.009, 0.0292
O, 0.0009, -0.003, 0.0094
O, 0.0103, -0.0097, 0.0305
O, -0.0045, 0.0019, 0.0199
O, -0.0037, 0.0014, 0.0257
O, 0.0063, -0.0022, 0.0285
O, 0.0079, 0.0103, 0.0227
O, 0.0078, 0.0106, 0.0313
O, -0.0007, -0.0015, 0.0157
O, 0.0021, 0.0032, 0.0167
O, 0.0017, -0.0082, 0.0279
O, 0.0056, -0.0032, 0.0354
N, -0.0017, 0.0025, 0.028
O, -0.0045, 0.0079, 0.0256
O, -0.0099, -0.0024, 0.0439
O, 0.004, 0.0069, 0.0195
O, 0.0022, -0.0081, 0.019
O, 0.0023, 0.0029, 0.0168
N, 0.0018, -0.0014, 0.0348
O, -0.0021, 0.0047, 0.0252
O, -0.0022, -0.0019, 0.0062
O, 0.003, -0.014, 0.0382
O, 0.0158, -0.0004, 0.0169
O, -0.0013, 0.006, 0.0155
O, -0.0005, -0.0094, 0.0313
O, 0.0011, -0.0089, 0.0275
O, -0.0101, 0.0023, 0.0168
O, -0.0038, 0.0092, 0.0529
O, 0.0001, -0.0075, 0.0211
O, 0.0146, -0.015, 0.0317
O, -0.0096, 0.0036, 0.0312
O, -0.0074, 0.0016, 0.0364
O, -0.0186, 0.0163, 0.0341
N, -0.0106, -0.0059, 0.0284
O, 0.0101, -0.001, 0.0242
N, 0.0024, 0.0005, 0.0284
O, -0.0019, -0.0131, 0.0346
O, -0.0034, -0.0012, 0.0124
O, 0.0079, -0.0116, 0.0201
O, 0.0019, 0.0058, 0.016
O, -0.0029, -0.0015, 0.0181
O, -0.0113, -0.002, 0.0179
O, -0.0105, 0.0099, 0.0278
O, -0.0024, 0.0029, 0.0085
N, 0.0049, 0.0065, 0.0352
O, 0.0026, 0.0016, 0.0168
O, -0.0027, 0.0121, 0.0249
O, -0.0012, 0.0029, 0.0389
O, 0.0094, 0.0008, 0.0263
H, -0.2753, 0.3079, -0.268
H, 0.242, -0.3687, -0.2717
H, -0.2968, 0.3777, -0.2701
H, 0.1651, -0.3676, -0.2876
H, 0.2915, -0.2865, -0.2411
H, -0.2345, 0.3176, -0.268
H, -0.3482, 0.1492, -0.2507
H, 0.2357, -0.3653, -0.2391
H, 0.2223, -0.4619, -0.2244
H, -0.3625, 0.1809, -0.2694
H, -0.2821, 0.3146, -0.2716
H, 0.4011, -0.2755, -0.2237
H, 0.2783, -0.2058, -0.2764
H, -0.3838, 0.2865, -0.2606
H, -0.3544, 0.2129, -0.266
H, 0.3299, -0.2347, -0.2845
H, -0.3451, 0.3024, 0.2728
H, 0.3298, -0.2643, 0.2857
H, -0.1765, 0.3105, 0.303
H, 0.4024, -0.2685, 0.2461
H, -0.2439, 0.2827, 0.2614
H, 0.267, -0.3566, 0.255
H, -0.3565, 0.3178, 0.2416
H, 0.3044, -0.2019, 0.2946
H, -0.2614, 0.3177, 0.2748
H, 0.3758, -0.2805, 0.272
H, 0.3631, -0.2147, 0.2594
H, -0.2332, 0.3745, 0.2741
H, 0.2006, -0.3096, 0.273
H, -0.2244, 0.3935, 0.2417
H, -0.3431, 0.2828, 0.2552
H, 0.3129, -0.2735, 0.2978

The program warned: the cutoff lies below the one the program advises for these potential files; the forces do not sum to zero within the program's tolerance; empty levels may hold ghost states of the PAW files; the exchange-correlation potential is rough where the density is thin.
